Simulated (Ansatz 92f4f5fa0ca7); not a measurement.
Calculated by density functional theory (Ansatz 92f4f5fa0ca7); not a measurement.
Periodic cell of 414 atoms, Si266O148, from a study of silicon, its oxide and their interface. The atomic structure is a simulated model.
Doubt: the cutoff is far below the 930 eV that the study's wrapper takes by default for these files, so forces and energies are approximate.
This geometry differs little from another in the collection (a relaxation step or a small displacement).

Settings
functional: PBE
potential files: Ansatz PAW
basis: plane waves
wave-function cutoff: 580 eV
density cutoff ratio: 5
exchange-correlation grid ratio: 1
k mesh: 1 x 1 x 1, Gamma-centred
self-consistency stop: 5e-08 eV per atom in the density residual
occupations: fixed
spin: none
net charge: 0

Cell vectors (angstrom)
a, 15.4687, 0, 0
b, 0, 12.8259, 0
c, 0, 0, 36.2171

Atoms and the computed forces on them: element, x, y, z (angstrom), force x, y, z (eV/angstrom)
Si, -0.0077, 1.1714, 33.5491, -0.0007, -0.0003, -0.0017
Si, 3.8983, 1.1706, 33.5582, 0.0003, -0.0008, 0.0002
Si, 7.7587, 1.1704, 33.5305, -0.0007, 0.0005, -0.0001
Si, 11.5994, 1.1764, 33.5289, 0.0002, -0.0001, -0.0015
Si, 1.9657, 7.5959, 33.5401, 0.0005, -0.0001, -0.0017
Si, 5.8027, 7.5932, 33.5422, 0.001, -0.0003, -0.002
Si, 9.6906, 7.5888, 33.548, -0.0005, -0.0009, -0.0017
Si, 13.5577, 7.5896, 33.5406, -0.0013, -0.0008, -0.0006
Si, 1.9336, 5.247, 33.9502, 0.0496, 0.2177, 0.0551
Si, 5.8008, 5.247, 33.9502, 0.175, 0.1727, 0.0676
Si, 9.6679, 5.247, 33.9502, 0.0916, 0.0469, -0.0329
Si, 13.5351, 5.247, 33.9502, 0.1157, 0.1145, -0.0462
Si, 0, 11.6599, 33.9502, 0.2055, 0.1088, -0.0289
Si, 3.8672, 11.6599, 33.9502, 0.111, 0.1087, -0.1976
Si, 7.7343, 11.6599, 33.9502, -0.0142, 0.1606, -0.0627
Si, 11.6015, 11.6599, 33.9502, -0.0254, 0.0592, -0.1361
Si, 0, 4.664, 35.1869, -0.0584, 0.045, 0.0047
Si, 3.8672, 4.664, 35.1869, -0.0583, -0.0027, -0.026
Si, 7.7343, 4.664, 35.1869, -0.0341, 0.0408, 0.0274
Si, 11.6015, 4.664, 35.1869, -0.0153, 0.0209, -0.0168
Si, 1.9336, 11.0769, 35.1869, -0.07, 0.0087, -0.0123
Si, 5.8008, 11.0769, 35.1869, -0.0028, -0.0265, -0.0302
Si, 9.6679, 11.0769, 35.1869, -0.0006, 0.0008, -0.0307
Si, 13.5351, 11.0769, 35.1869, -0.0338, -0.0481, -0.0575
Si, 0, 2.332, 35.5992, -0.0711, 0.0455, 0.0975
Si, 3.8672, 2.332, 35.5992, 0.0928, 0.0643, 0.1508
Si, 7.7343, 2.332, 35.5992, 0.0814, 0.0289, -0.0302
Si, 11.6015, 2.332, 35.5992, -0.0408, 0.0039, -0.0212
Si, 1.9336, 8.745, 35.5992, 0.0806, 0.036, 0.082
Si, 5.8008, 8.745, 35.5992, -0.0356, 0.0296, 0.0968
Si, 9.6679, 8.745, 35.5992, 0.0648, 0.0156, 0.1035
Si, 13.5351, 8.745, 35.5992, 0.0273, 0.0137, 0.0493
Si, 1.9336, 1.749, 0.6188, 0.0022, -0.0283, -0.0211
Si, 5.8008, 1.749, 0.6188, -0.021, 0.0025, 0.0017
Si, 9.6679, 1.749, 0.6188, -0.001, 0.0015, 0.0082
Si, 13.5351, 1.749, 0.6188, 0.0052, -0.0018, -0.0002
Si, 0, 8.162, 0.6188, -0.0674, 0.003, -0.0106
Si, 3.8672, 8.162, 0.6188, -0.0161, 0.0157, 0.0265
Si, 7.7343, 8.162, 0.6188, 0.025, -0.0129, -0.0126
Si, 11.6015, 8.162, 0.6188, -0.0273, 0.0123, 0.0024
Si, 0, 5.83, 1.031, 0.042, -0.0244, -0.0094
Si, 3.8672, 5.83, 1.031, 0.051, -0.0215, -0.0226
Si, 7.7343, 5.83, 1.031, 0.0353, -0.0089, -0.0082
Si, 11.6015, 5.83, 1.031, 0.0111, -0.0125, -0.0125
Si, 1.9336, 12.2429, 1.031, 0.0626, -0.0097, -0.002
Si, 5.8008, 12.2429, 1.031, 0.0012, 0.0239, 0.0375
Si, 9.6679, 12.2429, 1.031, 0.0007, -0.0245, -0.0181
Si, 13.5351, 12.2429, 1.031, 0.03, 0.0291, 0.0089
Si, 1.9336, 5.247, 2.2678, -0.1575, -0.0221, -0.1864
Si, 5.8008, 5.247, 2.2678, -0.0812, -0.0558, -0.3254
Si, 9.6679, 5.247, 2.2678, 0.0725, -0.0481, -0.1991
Si, 13.5351, 5.247, 2.2678, -0.0727, 0.0146, 0.1297
Si, 0, 11.6599, 2.2678, -0.0777, -0.0353, -0.0299
Si, 3.8672, 11.6599, 2.2678, -0.1034, -0.0551, -0.1128
Si, 7.7343, 11.6599, 2.2678, 0.0643, -0.0427, -0.0104
Si, 11.6015, 11.6599, 2.2678, -0.0956, -0.0235, 0.0185
Si, 1.9336, 2.915, 2.68, 0.0037, 0.0429, 0.0592
Si, 5.8008, 2.915, 2.68, 0.0338, 0.019, 0.0539
Si, 9.6679, 2.915, 2.68, -0.011, 0.0583, 0.0639
Si, 13.5351, 2.915, 2.68, 0.0139, 0.0364, 0.0376
Si, 0, 9.328, 2.68, 0.0726, -0.0508, -0.0265
Si, 3.8672, 9.328, 2.68, 0.0214, -0.0118, 0.0123
Si, 7.7343, 9.328, 2.68, -0.0153, -0.0534, -0.0351
Si, 11.6015, 9.328, 2.68, 0.0338, -0.0178, 0.0013
Si, -0.1352, 0.2918, 27.1063, -0.0025, 0.0019, 0.0046
Si, 4.3489, 0.2604, 26.2999, -0.0141, 0.0098, -0.0083
Si, 7.5312, 0.6067, 26.7619, 0.0152, 0.0184, 0.0005
Si, 12.1126, -0.1882, 26.9245, 0.0056, 0.0069, 0.0053
Si, 1.6351, 6.4433, 26.9591, 0.0003, 0.0005, -0.0061
Si, 6.2612, 6.4706, 27.1009, 0.0024, 0.0141, 0.0002
Si, 9.3993, 6.611, 27.0849, -0.0019, 0.0077, 0.0039
Si, 13.9543, 6.5681, 27.0433, -0.0011, 0.0048, -0.0003
Si, 2.0964, 4.1653, 27.3862, 0.0002, -0.0026, -0.0058
Si, 5.9558, 4.1984, 27.451, 0.0044, -0.0038, -0.007
Si, 9.8737, 4.3358, 27.3127, 0.0051, -0.0025, -0.0067
Si, 13.6883, 4.2558, 27.3026, 0.0004, -0.0002, -0.0054
Si, 0.4343, 10.8482, 26.9362, -0.002, 0.0038, -0.0073
Si, 4.0305, 10.2338, 27.1258, 0.0052, -0.0031, 0.0042
Si, 7.8869, 10.3952, 27.0832, -0.0046, -0.018, 0.0095
Si, 11.6295, 10.4034, 27.5116, -0.0028, -0.0056, 0.0019
Si, 0.1107, 3.5583, 28.5594, 0.0009, -0.0005, -0.0001
Si, 3.9918, 3.7041, 28.6962, -0.004, -0.0029, 0.0048
Si, 7.9244, 3.601, 28.5576, -0.0025, -0.0057, 0.004
Si, 11.7408, 3.5903, 28.5231, -0.0003, -0.0018, 0.0009
Si, 2.0949, 10.045, 28.4379, -0.0035, -0.0011, 0.0032
Si, 5.9591, 10.0212, 28.4456, -0.0029, 0.0045, -0.0047
Si, 9.6462, 9.9143, 28.5891, -0.0019, 0.0012, 0.0022
Si, 13.482, 9.8532, 28.7533, 0.0114, 0.0248, 0.0034
Si, 0.0523, 1.3063, 29.1757, -0.0063, 0.0004, 0.0008
Si, 3.8699, 1.3989, 29.1662, 0.0133, 0.0022, 0.012
Si, 7.7697, 1.3255, 28.9841, 0.0063, 0.0037, 0.0013
Si, 11.618, 1.2215, 28.8346, -0.002, -0.0015, -0.0008
Si, 1.9765, 7.7106, 28.9475, 0.0062, 0.0005, 0.0041
Si, 5.8911, 7.7265, 29.0462, 0.001, -0.0033, -0.0049
Si, 9.6961, 7.6533, 29.1433, 0.0044, -0.0001, -0.0025
Si, 13.5966, 7.5756, 29.1413, -0.0006, -0.0033, -0.0038
Si, 1.9747, 0.6759, 30.3524, 0.0009, 0.0032, 0.0029
Si, 5.8526, 0.6844, 30.2289, -0.0049, 0.0026, 0.0018
Si, 9.7093, 0.6329, 30.1366, -0.0034, 0.0007, -0.0046
Si, 13.5082, 0.6603, 30.2228, 0.0034, 0.0012, -0.0028
Si, 0.1045, 7.062, 30.2865, 0.0013, 0.0015, 0.0033
Si, 3.9076, 7.1229, 30.2093, 0.0019, 0.0037, -0.0012
Si, 7.7607, 7.0735, 30.333, -0.002, 0.0005, 0.0008
Si, 11.6378, 6.9675, 30.2831, -0.0043, 0.0015, -0.0003
Si, 0.0807, 4.7275, 30.6293, 0.0002, -0.0013, -0.0022
Si, 3.9348, 4.8112, 30.7345, -0.0005, 0.0001, 0.0013
Si, 7.8044, 4.7359, 30.6414, -0.0001, 0.0038, -0.0037
Si, 11.662, 4.6458, 30.6503, 0.0028, -0.0013, 0.0014
Si, 1.9893, 11.1458, 30.571, 0.0017, -0.0027, -0.0034
Si, 5.8559, 11.1588, 30.5581, 0, 0.0002, 0
Si, 9.6707, 11.1404, 30.6134, 0.0013, 0.0001, -0.0047
Si, 13.5802, 11.1615, 30.6921, 0.0016, -0.007, -0.014
Si, 1.9811, 4.1152, 31.8909, 0.0012, 0.0016, -0.0008
Si, 5.8683, 4.119, 31.886, 0.0003, -0.0012, -0.0009
Si, 9.711, 4.0884, 31.8806, 0.0002, -0.0019, 0.0003
Si, 13.6035, 4.11, 31.8755, -0.0015, -0.001, -0.0008
Si, 0.0642, 10.5409, 31.8667, -0.0023, 0.001, -0.0011
Si, 3.9132, 10.557, 31.8295, 0.0018, 0.001, 0.0006
Si, 7.7468, 10.5461, 31.8628, -0.0018, 0.0015, 0.002
Si, 11.6107, 10.5167, 31.8601, -0.0004, 0.0002, 0.0007
Si, 1.9541, 1.798, 32.3911, 0.0012, -0.0002, 0.0001
Si, 5.8258, 1.7868, 32.3161, 0.0005, -0.0013, -0.0004
Si, 9.6824, 1.7511, 32.2518, -0.0005, 0.0005, -0.0014
Si, 13.5335, 1.7793, 32.3019, 0.0006, 0.0012, -0.0013
Si, 0.0368, 8.211, 32.3313, 0.0023, 0.0006, -0.0027
Si, 3.8901, 8.233, 32.29, -0.0014, -0.0001, -0.0002
Si, 7.7504, 8.2225, 32.3621, 0.0008, -0.0014, -0.0047
Si, 11.6255, 8.179, 32.3091, 0.0018, 0.0011, 0.0002
Si, 0, 2.332, 3.9167, -0.1248, -0.111, 0.0771
Si, 3.8672, 2.332, 3.9167, -0.0005, -0.1224, 0.1276
Si, 7.7343, 2.332, 3.9167, 0.0363, -0.1875, 0.1012
Si, 11.6015, 2.332, 3.9167, -0.0224, -0.0574, 0.3682
Si, 1.9336, 8.745, 3.9167, -0.2338, -0.1131, -0.2066
Si, 5.8008, 8.745, 3.9167, 0.0799, -0.1335, -0.2161
Si, 9.6679, 8.745, 3.9167, 0.0365, -0.0848, 0.1596
Si, 13.5351, 8.745, 3.9167, -0.1962, -0.1634, 0.1765
Si, 1.8827, 6.3967, 4.3131, -0.0009, -0.0009, 0.001
Si, 5.7643, 6.396, 4.2945, -0.0004, -0.0005, 0.0011
Si, 9.6696, 6.3986, 4.309, 0.0005, -0.0003, 0.0002
Si, 13.5005, 6.3998, 4.3588, -0.0007, -0.0011, 0.0015
Si, -0.0486, 12.8243, 4.3255, 0.0011, -0.0009, 0.0012
Si, 3.8306, 12.8228, 4.3107, 0.0008, -0.0006, 0.0001
Si, 7.742, 12.825, 4.3252, -0.001, -0.0005, 0.0014
Si, 11.5621, 12.8158, 4.3383, 0.0002, -0.0017, 0.0014
Si, -0.0298, 5.7786, 5.5824, -0.0015, 0.0005, 0.0016
Si, 3.8173, 5.7431, 5.4714, -0.0002, 0, 0.0021
Si, 7.7118, 5.7325, 5.4301, -0.0003, 0.0013, 0.0005
Si, 11.5526, 5.7851, 5.6079, 0, 0.0007, 0.0012
Si, 1.881, 12.2556, 5.5509, -0.0014, 0.0017, 0.0005
Si, 5.7815, 12.2389, 5.4976, 0.0008, 0.0019, 0.0013
Si, 9.6444, 12.2196, 5.623, 0.0012, 0, 0.0016
Si, 13.4816, 12.2059, 5.5657, -0.0023, 0.0004, 0.0008
Si, -0.0279, 3.4536, 6.0073, -0.0014, 0.0003, -0.0024
Si, 3.8577, 3.435, 6.0271, -0.0013, 0.0011, -0.0001
Si, 7.7446, 3.4414, 6.0092, -0.0002, 0.0023, 0.0008
Si, 11.5946, 3.4344, 6.066, 0.001, 0.0005, 0.0001
Si, 1.8471, 9.9208, 5.9392, 0.0002, 0.0009, 0.0004
Si, 5.8159, 9.9119, 5.9437, 0.0022, 0.0005, 0.0019
Si, 9.6468, 9.8778, 6.0178, -0.0012, -0.0007, 0.0012
Si, 13.4687, 9.8688, 6.0144, -0.0005, 0.001, 0.0026
Si, 1.8901, 2.8858, 7.2679, 0.0009, -0.0019, -0.002
Si, 5.8245, 2.9048, 7.2956, 0.0001, -0.0018, 0.0033
Si, 9.6454, 2.8243, 7.3208, 0.0021, 0.0014, -0.0009
Si, 13.5529, 2.8313, 7.3248, -0.0005, -0.0015, 0.001
Si, -0.0567, 9.2236, 7.1943, -0.0015, 0.0007, 0.0015
Si, 3.8236, 9.279, 6.9991, -0.0007, -0.0026, -0.0001
Si, 7.7041, 9.1961, 7.2028, -0.0023, 0.0016, -0.0082
Si, 11.5479, 9.2923, 7.325, 0.0027, -0.0019, -0.0018
Si, -0.0304, 6.9274, 7.6508, -0.0003, -0.0029, 0.0002
Si, 3.7782, 6.9809, 7.4305, -0.001, 0.0018, -0.0012
Si, 7.6559, 6.8514, 7.4417, 0.0012, -0.0053, -0.0011
Si, 11.4708, 6.9451, 7.6795, -0.0031, -0.0007, 0.0015
Si, 1.8115, 13.3619, 7.6419, -0.002, -0.0013, 0.0006
Si, 5.7499, 13.3787, 7.5423, -0.0054, -0.0023, 0.0026
Si, 9.6075, 13.3203, 7.7441, -0.0078, -0.004, 0.0006
Si, 13.4586, 13.292, 7.6593, -0.0005, -0.0001, -0.002
Si, 1.9878, 6.4496, 8.8395, -0.0019, 0.0019, 0.0002
Si, 5.6844, 6.3739, 8.6037, 0.0005, -0.0015, -0.0023
Si, 9.4581, 6.247, 8.7927, -0.0022, 0.0053, 0.0038
Si, 13.4532, 6.3033, 8.8023, 0.0009, -0.0018, -0.0029
Si, -0.0961, 12.5045, 8.8028, 0.0012, 0.0017, 0.0027
Si, 3.8037, 12.7818, 8.7137, 0.0033, 0.0019, 0.0011
Si, 7.593, 12.5682, 8.7595, 0.0028, 0.0013, -0.0035
Si, 11.5549, 12.7454, 8.9976, -0.0019, 0.0018, -0.0031
Si, 2.0163, 4.1626, 9.2763, -0.0011, 0.0013, -0.0059
Si, 5.6542, 4.1284, 9.3694, 0.0067, 0.0027, 0.0017
Si, 9.7551, 3.981, 9.3953, -0.0008, -0.0005, -0.0015
Si, 13.6434, 4.0338, 9.4081, -0.0007, 0.0016, 0
Si, -0.0673, 10.1963, 9.3281, -0.0005, 0.0028, -0.005
Si, 3.8117, 10.4726, 8.9701, -0.0012, 0.0063, -0.0039
Si, 7.6665, 10.326, 9.2798, 0.0034, 0.0085, 0.0067
Si, 11.5615, 10.4145, 9.4624, 0.0033, 0.0066, -0.0033
Si, 0.2123, 3.6634, 10.6427, 0.0022, 0.0006, 0.0107
Si, 3.8004, 3.3399, 10.574, -0.0056, -0.0035, 0.0074
Si, 8.1964, 3.3739, 11.0963, -0.0054, -0.0085, 0.0041
Si, 11.7053, 3.4528, 10.5991, 0.0012, 0.0036, 0.0027
Si, 2.0529, 9.8392, 10.3599, 0.0036, -0.0002, 0.0079
Si, 5.5881, 9.9331, 10.3503, -0.0087, 0.0003, 0.0093
Si, 9.564, 9.9565, 10.6864, -0.0085, -0.0008, 0.015
Si, 13.4596, 9.6462, 10.6885, -0.0006, 0.0032, 0.006
Si, -0.2997, 0.6438, 10.8909, 0.001, -0.0001, -0.0129
Si, 4.0133, 0.9889, 10.8087, -0.0002, -0.0051, -0.0066
Si, 7.1761, 0.4911, 10.9267, -0.0011, 0.0011, -0.0112
Si, 12.0104, 1.1299, 11.0155, -0.0028, -0.0029, 0.0021
Si, 2.6043, 7.6048, 10.8354, 0.0011, -0.0009, -0.0015
Si, 5.6687, 7.6076, 10.5711, -0.0011, -0.0014, 0.0017
Si, 8.7127, 7.0097, 10.8953, -0.0016, -0.0038, -0.0091
Si, 13.3103, 7.2923, 10.9061, -0.0043, -0.0045, -0.0045
O, 13.6187, 13.7414, 11.3115, -0.0016, 0.0007, 0.0027
O, 5.6172, 13.7376, 11.2427, 0.0051, -0.0037, 0.0037
O, 5.9515, 0.5058, 26.3457, 0.0211, 0.004, -0.0089
O, 11.6358, -0.0831, 25.3391, -0.0034, 0.0005, 0.005
O, 3.1222, 7.9686, 15.3818, -0.0008, 0.0014, 0.0055
O, 7.1062, 7.1189, 11.2939, 0.0027, -0.0007, -0.0007
O, 7.8179, 6.7793, 26.5974, -0.0052, -0.0039, -0.001
O, 0.0592, 6.7601, 26.5509, 0.0017, -0.0006, 0.001
O, 8.2657, 3.4046, 12.7511, 0.0023, 0.0027, -0.0066
O, 3.0403, 13.1675, 11.9877, 0.0033, 0.0023, 0.0018
O, 9.5156, 10.726, 12.1589, 0.0008, -0.0007, -0.0056
O, 13.4918, 10.2971, 12.235, -0.0051, 0.0027, -0.0091
O, 11.9401, 6.8725, 11.7377, 0.0001, 0.0021, 0.0013
O, 4.1821, 7.2312, 11.2685, -0.0019, 0.0009, -0.0005
O, 9.41, 5.899, 11.8836, -0.0046, 0, 0.003
O, 3.9276, 3.9573, 12.1091, -0.0013, 0.0009, -0.0084
O, 7.6981, 12.5263, 12.258, 0.0014, -0.005, 0.0066
O, 5.0454, 10.839, 11.6683, 0.0005, -0.003, -0.0049
O, 2.093, 10.6593, 11.7993, -0.0005, -0.0017, 0.0004
O, 15.9714, 2.0511, 10.747, -0.0008, 0.0035, 0.0021
O, 11.5429, 4.2664, 12.0591, -0.0002, -0.0042, 0
O, 11.2817, 13.3927, 12.3773, 0.0016, -0.0017, -0.0066
O, -0.855, 6.6739, 11.7172, -0.0068, -0.0046, 0.0013
O, 0.411, 12.6698, 12.1208, -0.0006, -0.005, 0.0086
O, 13.0107, 7.1418, 25.8158, 0.0036, -0.0019, -0.0014
O, 3.6582, 1.1143, 25.1168, -0.0054, 0.0038, -0.0097
O, 8.3141, 1.4811, 25.6145, 0.0033, 0, 0.005
O, 5.2319, 6.7547, 25.8552, 0.0009, -0.0001, -0.0024
O, 7.7481, 9.728, 25.5819, -0.0026, -0.0042, 0.001
O, 2.477, 3.4223, 25.9565, -0.0049, 0.0079, 0.0052
O, 11.736, 9.5089, 26.1136, 0.0007, 0.0057, -0.0066
O, 4.0469, -1.316, 26.0727, -0.0046, -0.0267, -0.0074
O, 10.3487, 7.2507, 25.9025, -0.0041, -0.0016, -0.001
O, 10.2446, 3.9151, 25.7513, -0.0013, -0.0015, 0.0052
O, 5.8612, 3.5249, 25.9294, 0.0005, -0.0006, 0.0056
O, 13.7116, 0.1829, 26.8211, 0.0036, 0.0022, -0.0035
O, 0.4797, 1.2635, 25.918, 0.0018, -0.0014, 0.007
O, 2.5387, 6.8313, 25.633, -0.002, 0.0012, 0.0002
O, 0.4931, 10.5472, 25.3038, 0.0054, 0.0001, 0.0085
O, 13.7703, 3.7346, 25.7274, 0.001, 0.0026, 0.0059
Si, 10.3611, 13.7544, 17.632, 0.0013, 0.0023, -0.0024
Si, 12.2178, -0.7438, 23.9473, 0.004, -0.0022, 0.0006
Si, 9.8171, 11.5216, 15.6731, 0.004, -0.0022, -0.0011
Si, 10.4524, 3.9082, 24.1434, -0.0043, 0.003, -0.0007
Si, 16.2098, 10.1911, 21.1484, 0.0015, 0.0022, 0.0036
Si, 13.5847, 3.4647, 24.1413, 0.0045, -0.002, 0.0034
Si, 11.0065, 13.5568, 13.9723, 0.0027, 0.0044, 0.0027
Si, 1.4856, 3.0198, 20.4517, 0.0036, -0.0025, 0.0013
Si, 17.4392, 8.4984, 16.3967, 0.0003, -0.0043, -0.005
Si, 0.752, 4.4415, 13.7627, -0.0028, -0.0049, -0.0102
Si, 4.526, 13, 17.5457, -0.0032, -0.0024, -0.0033
Si, 12.9096, 14.3796, 16.1805, 0.002, -0.0001, -0.0043
Si, 4.4874, 3.3268, 20.5978, -0.0003, 0.0002, 0.0038
Si, 7.7809, 9.6264, 23.9458, 0.0037, 0.007, 0.0063
Si, 8.2433, 15.2579, 14.0832, -0.0055, -0.0015, -0.0068
Si, 10.7712, 9.4247, 23.0417, -0.0017, 0.0052, 0.0073
Si, 15.1221, 6.7931, 17.3061, 0.0016, -0.0028, -0.0074
Si, -4.6285, 9.7099, 17.8926, 0.0021, -0.004, -0.0027
Si, 5.3184, 8.1431, 22.6988, 0.0026, -0.0011, 0.003
Si, 11.7019, 8.0327, 25.4292, 0.0009, 0.0006, 0.001
Si, 11.1612, 8.027, 20.3844, -0.0014, -0.0012, 0.0028
Si, 5.3905, 13.8206, 14.5774, -0.0007, -0.0006, -0.0088
Si, 5.7555, 3.5753, 24.3066, -0.001, 0.0066, 0.0047
Si, 11.6987, 3.6958, 20.3999, -0.0017, -0.0006, 0.0023
Si, -0.997, 4.8565, 21.554, 0.0009, 0.0036, 0.0013
Si, 15.6395, 0.572, 16.9665, -0.0003, -0.001, -0.0043
Si, 4.6161, 8.5982, 15.2401, -0.0005, -0.0059, -0.0074
Si, 3.9455, 7.5821, 25.3049, 0.0017, 0.0004, 0.0042
Si, 2.9972, 2.5501, 24.6936, -0.0016, -0.0069, 0.0057
Si, 1.895, 12.1115, 12.4972, 0.003, -0.0048, -0.005
Si, 10.9538, 5.7513, 12.4159, 0.0005, 0.0017, -0.0006
Si, 0.0378, 13.1679, 20.1628, -0.0002, -0.002, -0.0011
Si, 3.9402, 10.2879, 20.7663, -0.0004, 0.0016, 0.0031
Si, -0.1603, 11.2175, 23.9517, -0.0022, 0.0007, 0.0059
Si, 10.1934, 3.9901, 17.626, -0.0023, 0.0011, -0.0015
Si, 3.8428, 3.6744, 13.7148, 0.0028, 0.0011, 0.0024
Si, 19.549, 9.9649, 17.754, 0.0013, 0, -0.006
Si, 7.941, 12.183, 22.0922, 0.0023, 0.0003, 0.0065
Si, 0.2431, 7.1544, 12.832, 0.0021, 0.0048, -0.0033
Si, 14.1262, 4.2991, 15.8534, -0.0041, 0, -0.0039
Si, 14.1133, 9.7919, 13.6647, -0.0007, 0.0026, 0.0012
Si, 0.3682, 1.3849, 24.2819, 0.0007, 0.0025, 0.0023
Si, 2.3839, 2.3742, 17.5887, -0.0017, -0.0001, -0.0046
Si, 6.4651, 5.3874, 22.1213, 0.0009, 0.0026, 0.0027
Si, 8.1953, 1.8085, 24.0079, 0.0006, -0.0054, 0.0057
Si, 0.8446, 11.1323, 15.1245, -0.0034, -0.0065, -0.0002
Si, 12.7886, 8.5128, 16.1023, -0.0028, -0.0042, -0.0031
Si, 9.689, 5.4859, 21.8405, -0.0029, 0.0026, 0.0027
Si, 8.2466, 11.2165, 13.0555, -0.0019, 0.0011, -0.0071
Si, 5.4544, 10.8337, 13.2566, -0.0049, -0.0012, -0.0037
Si, 11.5797, 5.8477, 15.4043, 0.0038, -0.0012, -0.0025
Si, 5.5163, 5.8364, 15.4458, 0.001, 0.0061, -0.0044
Si, 5.3181, 13.0301, 20.4173, -0.0057, 0.0005, 0.0045
Si, -1.0596, 7.6097, 20.3036, 0.0015, 0.002, 0.0037
Si, 7.5663, 4.2223, 16.5556, -0.0046, 0.009, -0.0037
Si, -2.9205, 13.5475, 21.3087, 0.0036, -0.0018, 0.0005
Si, 4.7174, 4.1242, 17.5001, 0.0015, 0.0014, -0.0044
Si, 10.3036, -0.7348, 19.9884, 0.0003, -0.0012, 0.0025
O, 14.8701, 5.2183, 16.976, 0.0005, 0, 0.0028
O, 11.2531, 4.0396, 18.8621, 0.0004, 0.0013, 0.0024
O, 16.6059, 9.6012, 15.5582, -0.0017, 0.0024, 0.0041
O, 13.0595, 5.254, 15.0672, -0.0017, 0.0029, 0.0007
O, 12.155, 14.4476, 14.7268, -0.0048, -0.0008, -0.0009
O, 9.49, 12.7065, 16.7421, -0.0028, -0.0023, 0.0005
O, 5.5839, 12.9191, 18.7961, 0.0013, 0.0002, -0.0016
O, 11.6417, 7.3539, 16.0268, 0.002, -0.0007, 0.0026
O, 16.6408, 7.1979, 16.9178, 0.0001, 0.0011, 0.0044
O, 0.432, 12.7128, 23.6511, 0.004, 0.0007, -0.0104
O, 15.1867, 3.6791, 14.7753, 0.006, 0.0003, -0.0015
O, 11.7695, -0.5359, 20.6437, 0.0001, -0.0005, -0.0018
O, 6.9738, 10.2031, 13.1878, 0.0049, -0.0022, 0.0031
O, 6.8692, 14.3863, 14.2033, 0.005, 0.0026, 0.0089
O, 6.7, -0.1232, 21.196, 0.0044, -0.0002, -0.001
O, 11.9767, 13.6427, 17.3194, -0.0008, -0.0002, 0.0012
O, 12.3717, 9.5369, 17.3161, -0.0006, 0.0006, -0.0004
O, 13.679, 11.3411, 24.1158, -0.0041, 0.0002, -0.003
O, 9.1378, -1.0985, 21.0669, -0.0023, -0.0013, -0.001
O, 14.7677, 6.4595, 21.4125, -0.0005, -0.0025, -0.0016
O, 8.5835, 11.4178, 14.6288, -0.0051, -0.0014, -0.0046
O, 1.1931, 14.6375, 16.6263, 0.0012, 0.0011, 0.0036
O, 2.9273, 16.2824, 21.1197, 0, -0.0005, -0.0041
O, 3.4327, 16.1863, 16.8074, -0.0004, -0.0001, 0.0023
O, 12.313, 0.5101, 22.9085, 0.0004, 0.0008, 0.0011
O, 17.1847, 7.2192, 12.1535, 0.0077, 0.0013, 0.0017
O, 14.2454, 4.59, 23.1552, -0.002, -0.0014, 0.001
O, 4.0858, 7.7393, 23.6966, -0.0015, -0.0016, 0.004
O, 4.8269, 9.4074, 21.8091, 0.0012, -0.0006, -0.0019
O, 10.8245, 4.8755, 16.4344, -0.0001, 0.0044, -0.0017
O, -0.2765, 8.5864, 13.3863, 0.0054, -0.006, 0.0054
O, 5.7537, 6.8323, 21.8147, -0.0015, 0.0025, -0.0012
O, 11.9585, 2.128, 20.7442, 0.0012, 0.0015, -0.0018
O, 4.5836, 9.7592, 14.1066, 0.0023, 0.0081, -0.0036
O, 12.7826, 7.8254, 20.2783, -0.0022, -0.0006, -0.0004
O, 14.2014, 7.8131, 16.4435, -0.0037, 0.0032, -0.0016
O, 3.9581, 11.5072, 17.2483, -0.0005, 0.0018, 0.0024
O, 6.6262, 8.5561, 23.5713, -0.0082, -0.0098, -0.0063
O, 2.3537, 9.9189, 20.9742, 0.0002, 0.0002, -0.0025
O, 10.9378, 9.2662, 21.4291, -0.0009, 0.0042, -0.0009
O, -0.1922, 8.9816, 20.5443, 0.0008, 0.0003, -0.0033
O, 4.177, 3.3605, 23.8943, 0.0005, 0.0002, -0.0029
O, 8.4854, 0.5292, 23.0657, -0.0003, 0.0026, -0.0032
O, 0.4502, 6.0466, 14.0144, 0.0012, -0.0006, 0.008
O, 4.2926, 14.9475, 14.0669, -0.004, 0.002, 0.0036
O, 3.2724, 13.9125, 18.0843, 0.0007, -0.0024, 0.0011
O, 10.3409, 6.7533, 21.0229, 0.0011, -0.0005, -0.0023
O, 4.5322, 3.9595, 19.0935, -0.0012, 0.0003, -0.0011
O, 1.6706, 15.9907, 18.8267, -0.0016, 0.0017, 0.0004
O, 9.9424, 13.4741, 19.1832, -0.0008, -0.0009, 0.0013
O, 4.8704, 14.5683, 20.7299, -0.0004, 0.0004, -0.0024
O, -2.384, 4.5002, 20.7352, 0.0018, 0.0008, -0.0012
O, -0.6111, 6.9938, 18.8779, -0.0007, -0.001, 0.0028
O, 9.5483, 14.2782, 14.098, 0.0002, -0.0009, 0.0042
O, -1.3512, 0.6354, 20.9432, -0.0011, 0.0007, -0.0016
O, 0.2713, 3.9819, 20.9819, -0.0019, 0.0015, -0.0015
O, 10.0079, 10.0989, 16.4965, -0.0012, 0.0029, -0.0008
O, 10.1332, 5.373, 23.4338, 0.0031, -0.0021, 0.0015
O, 6.6869, 2.3682, 23.7081, -0.0037, 0.0004, -0.0041
O, 4.8793, 4.7306, 14.4171, -0.0039, -0.0068, -0.0002
O, 5.6211, 4.208, 21.3691, 0.001, 0.0008, -0.003
O, 8.6345, 4.5193, 17.7789, 0.0021, -0.0026, -0.0011
O, 18.086, 9.2499, 17.6906, -0.0014, -0.0019, 0.0006
O, 13.3295, 3.0818, 16.6016, -0.0006, 0.0008, 0.0035
O, 11.0475, 12.0779, 14.7193, 0.0002, -0.0003, 0.0013
O, 10.3678, 4.1393, 21.2231, 0.0007, -0.0019, -0.0031
O, 14.8691, 11.0524, 14.3618, -0.0047, 0, 0.0011
O, 5.2437, 12.326, 13.8949, -0.0012, -0.0041, 0.0039
O, 12.9251, 9.2637, 14.6577, -0.0002, 0.0002, 0
O, 8.3048, 3.3549, 15.4073, 0.0021, -0.0065, -0.0042
O, 5.5288, 7.3313, 14.8111, 0.0001, 0.002, 0.0029
O, 8.0522, 5.4652, 21.6902, -0.0004, -0.0012, -0.0025
O, 10.5582, 8.4006, 18.8806, -0.001, 0.0016, -0.0027
O, 15.3058, 0.5512, 18.5578, -0.0014, 0.0004, 0.0027
O, 9.3416, 2.8671, 23.5794, 0.0034, 0.0019, -0.002
O, 11.7037, 8.3156, 23.8181, 0.0043, -0.0051, 0.003
O, 7.092, 5.5863, 15.7955, 0.0011, -0.0038, 0.006
O, 4.7092, 5.6539, 16.8902, -0.0011, -0.0021, 0.0025
O, 16.297, 11.9899, 16.5019, -0.0011, 0.0021, 0.0035
O, 1.6745, 2.2415, 23.7751, 0.0032, 0.004, -0.0025
O, 9.2385, 9.089, 23.478, 0.0054, -0.0045, -0.0044
O, 5.0874, 9.2026, 16.701, -0.0013, 0.0006, 0.0022
O, 4.2014, 11.9123, 20.9153, -0.0001, -0.0007, -0.0021
O, 1.9345, 11.8407, 14.1124, 0.0057, 0.0055, -0.0084
O, -1.0343, 2.0923, 23.8394, -0.0025, 0.0047, -0.0035
O, 10.7863, 5.9378, 14.0051, -0.0016, 0.0004, -0.0016
O, 1.1247, 1.4346, 20.7326, 0.0003, 0.0008, -0.0019
O, 2.2745, 3.9701, 14.115, -0.004, 0.0013, 0.0023
O, 7.4705, 10.9894, 23.1005, -0.0028, 0.0034, -0.0023
O, 4.5425, 9.8583, 19.3016, 0.0012, 0.0001, 0.005
O, 11.9798, 3.4001, 23.8139, -0.0013, 0.0002, -0.0033
O, 10.5466, 10.9516, 18.872, 0.0001, 0.0063, 0.003
O, 6.3294, 4.9925, 23.7144, 0, -0.0023, 0.0017
O, 0.3063, 10.2731, 22.7208, -0.0022, -0.0023, -0.0044
O, 9.9888, 2.4349, 17.2216, -0.0017, -0.0025, 0.0023
O, 11.1528, 10.9566, 23.4367, 0.0021, 0.0038, -0.0028
O, 14.2867, 13.5351, 16.0813, -0.0003, -0.0011, 0.0046
O, 5.2046, 13.602, 16.1937, 0.003, 0.0018, -0.0013
O, 6.1973, 16.3178, 17.1201, -0.002, -0.0015, 0.0039
O, 0.4631, 11.6182, 20.4073, -0.0007, 0.002, -0.0018
O, 8.1684, 14.5998, 10.7791, 0, 0.0016, 0.0086
O, 3.6434, 0.6279, 27.7137, -0.0293, -0.0009, 0.0098
O, 8.2282, -0.8652, 26.7234, 0.0141, -0.0016, -0.0003
O, 15.827, 4.1668, 12.2028, -0.0002, -0.0011, -0.0052
O, 22.2857, 16.9111, 10.5697, -0.0064, 0.0003, -0.0028
O, -0.8788, 10.063, 27.5311, -0.0151, -0.0196, 0.0074
O, 19.3992, -3.8197, 26.0601, -0.002, -0.0066, -0.0069
O, 9.4922, 8.4038, 11.2023, 0.0002, 0.0023, -0.0001

Results
free energy: -253273.136 eV
free energy less fixed offsets of O -568.88, Si -635.61 eV per atom: -6.636 eV

The program warned: the cutoff lies below the one the program advises for these potential files; the forces do not sum to zero within the program's tolerance; the exchange-correlation potential is rough where the density is thin.
